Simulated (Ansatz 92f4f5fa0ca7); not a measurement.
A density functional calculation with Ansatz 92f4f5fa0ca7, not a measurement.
Periodic cell of 225 atoms, Si132O91P2, from a study of silicon, its oxide and their interface. The atomic structure is a simulated model.
Doubt: the cutoff is far below the 930 eV that the study's wrapper takes by default for these files, so forces and energies are approximate.
This geometry differs little from another in the collection (a relaxation step or a small displacement).

Settings: functional PBE; potential files Ansatz PAW; basis plane waves; wave-function cutoff 580 eV; density cutoff ratio 5; exchange-correlation grid ratio 1; k mesh 1 x 1 x 1, Gamma-centred; self-consistency stop 5e-08 eV per atom in the density residual; occupations fixed; spin none; net charge 0.

Cell vectors (angstrom)
a, 10.938, 0, 0
b, 0, 10.938, 0
c, 0, 0, 31.9494

Atoms and the computed forces on them: element, x, y, z (angstrom), force x, y, z (eV/angstrom)
Si, 10.6321, 0.0034, 24.4177, -0.0053, -0.0112, -0.0057
Si, 5.0796, 0.1317, 24.6601, 0.0072, 0.0003, -0.0171
Si, 2.826, 2.2994, 24.5318, 0.0033, 0.0054, -0.0053
Si, 8.5748, 2.4366, 24.5642, -0.0014, 0.0013, -0.0123
Si, 10.7112, 5.5914, 24.3314, 0.0149, 0.009, -0.0164
Si, 5.1622, 5.6164, 24.4495, 0.0081, -0.0086, -0.0034
Si, 2.9936, 7.9541, 24.4052, -0.0046, -0.0004, -0.021
Si, 8.4229, 7.8331, 24.42, -0.0002, 0.0156, -0.0107
Si, 1.297, 1.1356, 25.8394, -0.0026, 0.0051, -0.0136
Si, 6.8194, 1.3303, 25.7399, -0.0107, 0.0008, 0.0082
Si, 3.9913, 4.0146, 25.7342, 0.0018, -0.0062, 0.0038
Si, 9.6915, 4.028, 25.8471, -0.007, -0.0023, -0.0004
Si, 1.3429, 6.7949, 25.6674, -0.0095, -0.0047, 0.0112
Si, 6.8091, 6.7236, 25.752, -0.0018, -0.0023, -0.0081
Si, 4.0076, 9.4707, 25.95, 0.0025, 0.0039, -0.006
Si, 9.4885, 9.4449, 25.803, -0.0039, -0.0046, 0.0041
Si, 2.6438, -0.1294, 27.2836, 0.0135, 0.007, -0.0086
Si, 8.1403, -0.0654, 27.1471, 0.0293, 0.0128, -0.0019
Si, 0.0793, 2.6604, 27.2053, -0.0102, -0.0115, -0.0004
Si, 5.4569, 2.7225, 27.115, -0.0125, -0.008, 0.0083
Si, 2.6693, 5.417, 27.1107, 0.01, 0.0177, 0.0102
Si, 8.1953, 5.3698, 27.1353, 0.0064, 0.0054, 0.0145
Si, 0.0138, 8.1509, 27.1306, 0.0084, 0.0065, 0.0088
Si, 5.5155, 8.1457, 27.1768, -0.0037, -0.0062, 0.0054
Si, 4.0867, 1.3287, 28.5013, 0.0257, 0.022, -0.0152
Si, 9.5455, 1.3291, 28.5034, -0.016, -0.017, -0.009
Si, 1.3857, 4.0664, 28.5624, 0.039, 0.0015, 0.0285
Si, 6.8136, 4.0624, 28.5285, -0.0026, -0.0096, 0.008
Si, 4.0891, 6.7827, 28.4879, -0.011, -0.034, -0.018
Si, 9.5579, 6.7844, 28.4883, 0.0148, -0.0096, -0.0256
Si, 1.3023, 9.4853, 28.6155, -0.0416, -0.0431, 0.071
Si, 6.8272, 9.5345, 28.5624, 0.0026, -0.0043, 0.0293
Si, -0.0278, -0.0035, 29.9135, 0.0146, -0.0258, -0.0138
Si, 5.4645, -0.0053, 29.8966, -0.0034, -0.0119, -0.0034
Si, 2.7651, 2.7131, 29.9041, -0.0135, 0.0228, -0.0061
Si, 8.2017, 2.7178, 29.8889, -0.0151, 0.0059, -0.0059
Si, -0.0002, 5.4556, 29.8911, -0.0179, -0.0113, -0.0013
Si, 5.4643, 5.4557, 29.889, 0.0014, -0.0003, -0.0022
Si, 2.756, 8.1589, 29.9058, -0.0251, 0.0325, -0.0157
Si, 8.2265, 8.1772, 29.8907, -0.0133, 0.0183, 0.0036
Si, 1.3673, 1.3673, 31.2657, 0.0628, 0.0078, -0.0841
Si, 6.8362, 1.3673, 31.2657, 0.043, -0.0458, -0.0154
Si, 4.1018, 4.1018, 31.2657, 0.0907, -0.0829, 0.0352
Si, 9.5708, 4.1018, 31.2657, -0.0368, -0.087, -0.0686
Si, 1.3673, 6.8362, 31.2657, 0.0104, -0.1847, 0.0357
Si, 6.8362, 6.8362, 31.2657, 0.0508, -0.0356, -0.1438
Si, 4.1018, 9.5708, 31.2657, 0.0016, -0.0348, -0.0254
Si, 9.5708, 9.5708, 31.2657, -0.1334, -0.1183, 0.1059
Si, 2.7345, 0, 0.6835, -0.0615, 0.0435, -0.0075
Si, 8.2035, 0, 0.6835, -0.0148, 0.0533, -0.1102
Si, 0, 2.7345, 0.6835, 0.0769, 0.0678, 0.0422
Si, 5.469, 2.7345, 0.6835, -0.1334, 0.1166, 0.0941
Si, 2.7345, 5.469, 0.6835, -0.0629, -0.1155, -0.024
Si, 8.2035, 5.469, 0.6835, -0.0633, 0.193, -0.0267
Si, 0, 8.2035, 0.6835, 0.0198, 0.1377, 0.0741
Si, 5.469, 8.2035, 0.6835, 0.1416, 0.1154, 0.0955
Si, 4.0811, 1.3828, 2.0659, -0.0179, 0.0321, -0.0137
Si, 9.5884, 1.357, 2.0426, -0.0203, 0.0175, 0.0136
Si, 1.3589, 4.1233, 2.065, 0.0467, -0.0268, -0.0154
Si, 6.8165, 4.1402, 2.0353, 0.0252, 0.0038, 0.029
Si, 4.0933, 6.8433, 2.0369, 0.0099, -0.0151, 0.0144
Si, 9.5653, 6.8554, 2.0634, -0.0422, 0.0077, -0.0086
Si, 1.3625, 9.5965, 2.053, 0.0257, 0.0019, 0.0159
Si, 6.8376, 9.6129, 2.0541, 0.0306, -0.0295, -0.0131
Si, 0.0298, 0.0368, 3.4629, 0.007, 0.0055, 0.0251
Si, 5.4772, 0.0458, 3.4219, 0.0223, -0.0089, 0.019
Si, 2.7089, 2.7555, 3.4555, -0.0216, -0.0067, 0.0231
Si, 8.2361, 2.793, 3.3311, 0.0355, 0.0077, -0.0598
Si, 0.0218, 5.5231, 3.4334, 0.0128, 0.0276, 0.0384
Si, 5.4713, 5.5254, 3.4293, -0.029, 0.0037, 0.0329
Si, 2.7484, 8.2328, 3.3862, -0.0148, 0.0146, -0.0153
Si, 8.2564, 8.3056, 3.4277, 0.0145, 0.0413, -0.0059
Si, 1.3326, 1.4208, 4.8996, -0.0121, 0.0501, -0.0625
Si, 6.8857, 1.4796, 4.6958, -0.053, 0.05, -0.0038
Si, 4.0778, 4.146, 4.791, 0.0132, 0.0281, -0.0376
Si, 9.5891, 4.1161, 4.7386, -0.083, -0.015, 0.0309
Si, 1.3553, 6.9601, 4.7998, 0.0394, 0.0043, 0.0292
Si, 6.8257, 7.0055, 4.7396, 0.0232, -0.0496, -0.0247
Si, 4.1093, 9.5836, 4.7592, 0.0154, -0.0726, -0.0219
Si, 9.6679, 9.6143, 4.8926, -0.0021, -0.0572, -0.0497
Si, 2.7535, -0.0314, 6.1345, -0.0146, 0.0087, 0.108
Si, 8.2872, 0.1871, 6.0627, 0.0347, -0.0318, 0.0715
Si, -0.1292, 2.7691, 6.2914, 0.0511, -0.1191, 0.0309
Si, 5.5476, 2.8304, 6.1043, 0.0447, 0.0101, 0.0449
Si, 2.692, 5.5596, 6.1145, -0.0074, 0.005, 0.0382
Si, 8.2827, 5.6453, 5.9466, 0.0276, 0.0105, 0.014
Si, 0.188, 8.3504, 6.3827, -0.0297, 0.0998, -0.0201
Si, 5.4905, 8.3236, 6.2236, -0.0177, 0.0413, 0.0441
Si, 4.4067, 1.1658, 7.3306, 0.0118, 0.0026, 0.0276
P, 9.6467, 1.1939, 7.6516, 0.0427, 0.1955, -0.1152
Si, 1.1088, 4.4531, 7.4951, 0.0036, -0.0031, -0.0667
Si, 6.6622, 4.6073, 7.2642, 0.0754, -0.1998, -0.2852
Si, 4.2593, 6.7055, 7.5036, -0.2223, 0.1182, -0.1205
Si, 9.786, 6.6796, 7.4857, 0.0063, -0.0194, -0.0489
P, 1.3736, 9.9908, 7.7912, 0.0261, -0.1942, -0.0069
Si, 6.7336, 10.0025, 7.4193, -0.0361, -0.0033, 0.0173
O, 9.5873, 1.2382, 23.9779, 0.0071, 0.0075, 0.0067
O, 4.1088, 6.8028, 23.9393, -0.0004, 0.0114, 0.01
O, 4.0153, 1.2465, 24.0275, 0.0024, -0.0056, 0.0083
O, 9.5414, 6.706, 23.8904, -0.0004, -0.0028, 0.012
O, -0.0383, 5.5502, 8.0139, -0.0286, 0.0054, 0.021
O, 5.5648, 0.1338, 7.9346, -0.0058, -0.0406, -0.0711
O, 5.4275, 5.5776, 7.7269, 0.0356, 0.1342, 0.1823
O, 7.504, 4.3666, 8.6463, 0.0217, 0.0895, 0.0459
O, 8.7779, 7.1192, 8.7341, -0.0114, 0.0041, 0.0085
O, 2.4243, 9.409, 8.9577, 0.0105, 0.0181, 0.0173
O, 8.4529, 1.9273, 8.5747, -0.0697, -0.1251, 0.0834
O, 7.6255, 9.5171, 8.7253, 0.0038, -0.0019, -0.0026
O, 3.5821, 1.8149, 8.5916, 0.0083, 0.0059, -0.0023
O, 3.627, 7.1086, 8.9959, 0.0131, 0.0166, 0.0341
O, 2.0036, 3.9705, 8.8025, 0.018, -0.0142, 0.0248
O, 8.1453, 3.4876, 23.3583, -0.0015, 0.0006, 0.0034
O, 0.4545, 4.938, 22.9469, -0.0029, -0.0025, 0.003
O, 1.9071, 2.7491, 23.2425, -0.0028, 0.0021, 0.0005
O, 5.836, 4.9077, 23.1169, -0.0001, 0.0009, 0.0014
O, 5.5259, 10.0024, 23.4921, 0.0064, -0.005, -0.0024
O, 2.4502, 8.6891, 23.0195, 0.0022, -0.0015, 0.005
O, 0.1952, 10.0663, 23.0848, -0.0011, 0.005, 0.0042
O, 7.789, 8.5789, 23.0801, -0.0024, -0.0019, -0.0011
Si, 8.6668, 7.6888, 18.4392, -0.0005, -0.0007, 0.0036
Si, 8.8099, 6.3384, 13.5909, 0.0035, -0.0089, 0.0008
Si, 3.8052, 1.5408, 14.7348, -0.0022, -0.0017, -0.0037
Si, 2.1381, 5.7431, 17.6249, -0.0019, -0.0008, 0.003
Si, 2.4212, 3.1404, 19.4884, 0.0004, -0.0008, 0.0032
Si, 9.8513, 9.0367, 12.0777, 0.0052, 0.0007, -0.0054
Si, 1.3357, 9.4182, 22.077, 0.0014, 0.0004, -0.0033
Si, 9.1988, 0.9626, 13.2215, 0.0004, 0.0035, -0.0021
Si, 1.4298, 5.0525, 13.0093, -0.0004, -0.0026, -0.0075
Si, 1.8276, 8.2543, 12.81, 0.0065, -0.0028, -0.0182
Si, 6.6569, 9.5564, 22.4258, -0.0008, -0.0021, 0.0037
Si, 4.5353, 4.6025, 15.7139, 0.0004, -0.0022, 0.0026
Si, 8.1006, 3.1827, 9.5545, 0.0462, -0.0649, 0.0361
Si, 0.8461, 8.2436, 19.261, -0.0003, 0, 0.0007
Si, 6.9593, 1.3494, 21.0882, -0.0001, -0.0031, 0.0007
Si, 8.2769, 8.3614, 9.6713, 0.0109, 0.0353, -0.0063
Si, 10.9056, 5.1829, 15.5917, 0.0018, -0.0012, 0.0012
Si, 7.5832, 9.4907, 16.3204, 0.0001, -0.0001, 0.0021
Si, 9.9386, 2.0596, 20.2964, 0.0001, 0.0002, 0.0015
Si, 3.3282, 8.4351, 9.9274, -0.0242, 0.0536, -0.1131
Si, 6.7059, 3.343, 17.4085, 0.0007, -0.001, 0.0028
Si, 1.171, 0.2072, 19.8026, 0.0002, 0.0004, 0.002
Si, 3.2205, 2.805, 12.2949, -0.0037, -0.0073, -0.0023
Si, 7.2268, 5.3868, 19.685, -0.0002, 0.0001, 0.0033
Si, 5.8287, 8.67, 11.5656, -0.0248, 0.0085, -0.0007
Si, 5.7973, 6.0817, 13.2143, -0.0012, 0.0046, -0.0029
Si, 4.6494, 9.7004, 17.6272, 0.0006, 0.0004, 0.0017
Si, 1.0274, 3.6019, 22.1724, 0.0032, -0.0006, -0.0014
Si, 4.9058, 1.4817, 18.7977, -0.0009, -0.0005, 0.0021
Si, 3.1515, 3.0698, 9.5144, -0.0038, -0.0283, -0.0179
Si, 6.4748, 10.8308, 13.7993, -0.0034, -0.0016, -0.0052
Si, 10.3712, 0.1033, 15.9866, 0.0003, 0.001, 0.0016
Si, 5.6076, 3.6906, 11.1486, -0.0008, -0.0181, 0.0095
Si, 9.8577, 3.8686, 11.8818, 0.001, -0.0009, -0.0147
Si, 2.3648, 9.9153, 15.5484, -0.0003, 0.0008, 0.0011
Si, 6.0868, 8.1156, 19.8021, 0.0009, -0.0001, 0.0044
Si, 6.9402, 3.9699, 22.3757, 0.0002, 0.0035, -0.0034
Si, 9.7669, 2.7678, 17.3665, -0.0001, -0.0003, 0.0009
O, 7.2268, 6.3535, 13.9621, -0.0031, 0.0007, -0.0007
O, 1.884, 7.0547, 18.6715, 0.0001, -0.0004, -0.0007
O, 10.3101, 4.0106, 16.5074, -0.001, 0.0012, -0.0009
O, 6.1829, 9.9544, 17.0589, 0.002, -0.001, -0.0004
O, 10.1779, 0.6972, 14.4867, -0.0001, -0.0007, 0.0004
O, 8.4551, 6.1071, 18.8564, 0.0002, 0.0005, -0.0007
O, 5.1858, 0.6947, 14.426, 0.0016, -0.0004, 0.0009
O, 5.7278, 2.0501, 17.5173, 0.0003, 0.0002, -0.0006
O, 8.3535, 1.9443, 20.5455, 0.0005, -0.0006, 0.0001
O, 1.9927, 4.2939, 18.3991, 0.0004, 0, -0.0002
O, 6.9221, 2.8568, 10.6424, -0.0309, 0.0094, 0.0318
O, 4.8542, 2.7083, 12.2096, 0.0015, 0.005, -0.0036
O, 6.0386, 4.3916, 16.3494, -0.0013, 0.0008, -0.0015
O, 4.5016, 3.9372, 9.9366, 0.0015, -0.0006, 0.0117
O, 10.696, 2.7752, 21.5543, -0.0004, -0.0015, -0.0009
O, 9.7412, 6.1216, 14.927, -0.0039, 0.0019, -0.0014
O, 6.017, 6.4797, 19.8387, -0.0002, -0.0007, -0.0014
O, 4.0934, 0.1658, 18.2789, 0.0006, -0.0012, -0.0002
O, 9.278, 10.5493, 12.3007, 0.0002, -0.0005, -0.0023
O, 2.8603, 4.3565, 12.691, -0.0013, 0.003, 0.0016
O, 1.9168, 10.7003, 21.2089, 0.0004, -0.0003, -0.0003
O, 3.9998, 2.7208, 19.3753, -0.0003, -0.0007, -0.001
O, 0.7526, 10.0304, 15.9705, 0.0011, -0.0012, -0.0008
O, 1.2796, 9.8014, 18.8348, 0.0002, -0.0011, -0.0009
O, 1.7198, 1.6604, 19.2717, 0.0004, 0, -0.0008
O, 8.9594, 10.3733, 16.503, -0.0007, -0.0016, 0
O, 4.8846, 8.577, 18.7943, -0.0007, 0, -0.0022
O, 9.6303, 8.8036, 10.4751, -0.0158, -0.0077, 0.0033
O, 6.7554, 4.0783, 18.8582, 0, -0.001, -0.0018
O, 2.8384, 1.7174, 13.4163, 0.0018, 0.0001, 0.0024
O, 5.8389, 8.766, 21.2651, -0.0003, -0.0003, -0.0015
O, 2.5155, 2.4273, 10.8801, 0.0048, 0.0069, -0.005
O, 7.6249, 4.8464, 21.1734, -0.0003, -0.0005, -0.0002
O, 5.2613, 7.5097, 12.5904, 0.0071, -0.0036, 0.0062
O, 0.4716, 9.0766, 12.4894, 0.0012, -0.0013, 0.0041
O, 7.6093, 1.0672, 13.6048, 0.0009, -0.0021, 0.0015
O, 7.1215, 9.6348, 14.7493, -0.0002, -0.0008, 0.0012
O, 8.9757, 5.0277, 12.6196, -0.0005, 0.0006, 0.0036
O, 8.1008, 8.024, 16.9092, -0.0013, 0.0013, -0.0011
O, 6.2198, 2.572, 21.8977, 0.0004, 0, 0.0015
O, 2.4825, 9.057, 14.1139, 0, 0, -0.0018
O, 0.4315, 4.4842, 11.8464, 0.0014, 0.0042, 0.0059
O, 0.8195, 8.3138, 20.9324, 0.0001, -0.0006, 0.0009
O, 9.4326, 3.698, 10.32, 0.0037, 0.0116, 0.0202
O, 9.6881, 2.3828, 12.5652, -0.0034, -0.0044, 0.0017
O, 7.631, 8.5547, 19.3916, 0.0012, -0.0007, -0.0016
O, 2.6068, 8.1808, 11.3698, -0.0057, 0, 0.0187
O, 3.9876, 3.0613, 15.374, 0.0008, 0.0014, 0.0011
O, 0.8599, 4.4783, 14.4241, 0, 0.0018, 0.0006
O, 10.0612, 3.0019, 18.9568, 0.0001, -0.0006, -0.0006
O, 9.1873, 7.7895, 12.9228, -0.0011, 0.0034, 0.0012
O, 10.5189, 0.5379, 20.0769, 0.0004, -0.0003, 0
O, 5.9836, 5.0702, 11.9294, -0.0021, 0.004, -0.0017
O, 8.1661, 2.7423, 17.0138, 0, 0.0001, -0.0004
O, 3.5403, 5.4781, 16.7322, 0.0018, -0.0012, -0.002
O, 4.7669, 9.0722, 10.377, 0.0198, -0.003, 0.03
O, 1.5436, 6.6739, 13.1562, -0.0011, 0.0001, 0.0049
O, 4.7703, 5.5054, 14.3577, 0.0021, -0.001, -0.0018
O, 2.0537, 3.8529, 20.9179, -0.0012, -0.0008, 0.0006
O, 10.5604, 1.3938, 16.9703, 0.0003, 0.0001, 0.0001
O, 0.9494, 6.0591, 16.5458, 0.0002, -0.0004, 0.0002
O, 7.3472, 10.9489, 21.9282, -0.0006, 0.0016, 0
O, 5.9388, 0.9112, 19.9142, 0.0004, 0.0003, -0.0008
O, 6.1113, 10.051, 12.4023, 0.0068, 0.0002, 0.0063
O, 2.8685, 0.538, 15.6055, -0.0001, -0.0001, 0.0008
O, 7.1436, 8.0237, 10.812, 0.009, -0.0083, -0.0029
O, 10.251, 8.0109, 18.6855, -0.0001, -0.0003, -0.0006
O, 3.4655, 9.1886, 16.5792, -0.0001, -0.0005, -0.0011

Results
free energy: -137177.865 eV
free energy less fixed offsets of O -568.88, P -755.39, Si -635.61 eV per atom: 1.515 eV

The program warned: the cutoff lies below the one the program advises for these potential files; the exchange-correlation potential is rough where the density is thin.
